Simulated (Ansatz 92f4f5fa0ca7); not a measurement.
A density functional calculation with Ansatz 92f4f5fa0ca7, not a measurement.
Periodic cell of 252 atoms, Si144O108, from a study of silicon, its oxide and their interface. The atomic structure is a simulated model.
This geometry differs little from another in the collection (a relaxation step or a small displacement).

Settings: functional r2SCAN; potential files Ansatz PAW; basis plane waves; wave-function cutoff 800 eV; density cutoff ratio 5; exchange-correlation grid ratio 1; k mesh 1 x 1 x 1, shifted by 0.5 0.5 0 of a step; self-consistency stop 1e-10 eV per atom in the density residual; occupations fixed; spin none; net charge 0.

Cell vectors (angstrom)
a  10.88  0  0
b  0  10.88  0
c  3.4875  -4.0869  36.027

Atoms: element, x, y, z (angstrom)
Si  3.1621  0.9316  0.426
Si  5.9016  3.5234  0.0441
Si  2.2121  7.434  0.1969
Si  4.811  -0.7862  0.2853
Si  -0.0665  -1.041  -1.8963
Si  -0.4745  4.6202  0.0538
Si  8.6432  6.2764  0.1825
Si  0.4616  -1.8051  0.2412
Si  4.1893  2.7081  1.4797
Si  6.8355  5.3095  1.3374
Si  3.9959  -2.6256  1.4734
Si  6.7202  0.0713  1.3629
Si  -1.4397  2.7721  1.2083
Si  1.2909  5.5457  1.3208
Si  9.5627  8.079  1.4022
Si  1.3776  -0.0711  1.5293
Si  2.7036  4.1354  2.6249
Si  5.4463  6.7794  2.6202
Si  2.7149  -1.3538  2.9646
Si  5.4704  1.3596  2.8975
Si  8.1701  4.0312  2.7845
Si  10.8833  6.7908  2.8535
Si  8.1373  9.5224  2.6216
Si  -0.0617  1.4082  2.6234
Si  1.3461  2.7452  4.0067
Si  4.0628  5.4671  4.0108
Si  1.3383  8.1415  4.2106
Si  4.0968  0.0152  4.2365
Si  6.828  2.7231  4.1792
Si  9.5169  5.4076  4.1494
Si  6.7958  8.1525  4.018
Si  9.4884  0.0169  3.9987
Si  2.6771  1.4061  5.4632
Si  5.3959  4.1123  5.4056
Si  2.7462  6.7749  5.4646
Si  5.477  9.4838  5.4871
Si  8.1884  1.3341  5.4503
Si  0.0253  4.0569  5.4671
Si  8.1379  6.8146  5.439
Si  10.8284  9.5581  5.4221
Si  4.0692  2.7622  6.7976
Si  6.7455  5.4502  6.7683
Si  4.076  8.1396  6.8249
Si  6.8386  0.0002  6.8168
Si  -1.3467  2.685  6.8066
Si  1.3964  5.4249  6.8216
Si  9.5101  8.1914  6.7949
Si  1.3137  0.0038  6.7884
Si  2.7272  4.0681  8.2065
Si  5.4118  6.7716  8.1765
Si  2.6929  9.529  8.1375
Si  5.4649  1.4017  8.127
Si  8.1147  4.0671  8.0858
Si  0.0332  6.8344  8.1264
Si  8.1907  -1.3304  8.1877
Si  -0.0279  1.3173  8.182
Si  1.3393  2.6667  9.4862
Si  4.09  5.4057  9.5867
Si  1.3677  8.1806  9.5669
Si  4.0711  0.0495  9.4206
Si  6.8205  2.7318  9.5529
Si  9.4883  5.4484  9.3598
Si  6.7868  8.1788  9.4333
Si  9.5257  0.0046  9.6239
Si  2.7314  1.345  10.8433
Si  5.4883  4.0828  10.9652
Si  2.7243  6.78  10.9173
Si  5.4201  -1.3222  10.7252
Si  8.1517  1.3798  10.9899
Si  -0.1186  4.0239  10.6875
Si  8.1865  6.8375  10.7144
Si  0.0298  9.5384  10.9996
Si  4.1441  2.6147  12.2461
Si  6.9128  5.5615  12.1844
Si  4.1688  8.1972  12.1497
Si  6.7619  -0.0851  12.2078
Si  -1.3586  2.8061  12.3128
Si  1.143  5.4079  12.0187
Si  9.4518  8.1371  12.2227
Si  1.456  0.0138  12.3228
Si  1.8118  3.8672  13.639
Si  -0.4675  5.6125  17.1313
Si  3.0085  -1.3054  13.6358
Si  5.1614  0.9709  13.5362
Si  0.4458  1.8379  13.4986
Si  -0.526  6.3313  13.3701
Si  7.7185  -1.7972  13.4812
Si  -2.2694  4.6616  13.5272
Si  -1.3627  -2.4875  -9.9303
Si  6.0249  7.3912  13.375
Si  7.736  4.6506  15.7563
Si  7.0194  4.613  -9.3768
Si  6.9004  5.0012  21.431
Si  0.5291  5.464  23.9611
Si  3.8937  2.3867  -4.348
Si  5.6367  0.2164  -11.0247
Si  9.1919  3.7838  22.7984
Si  9.0541  3.7423  20.0569
Si  2.8513  6.1002  -2.4479
Si  1.695  3.1702  -6.1014
Si  8.0794  0.1791  -2.671
Si  5.2661  4.2139  -2.1459
Si  0.6552  -0.3451  -9.3603
Si  5.4902  6.8111  15.5551
Si  9.388  -2.5292  22.09
Si  0.392  0.4401  -6.4128
Si  -3.2886  1.8046  0.0088
Si  0.5192  -2.0329  -4.6265
Si  8.3836  -0.8734  15.5807
Si  4.8431  -2.0301  -7.2761
Si  0.2811  4.3327  -2.1752
Si  0.9129  0.4944  19.6595
Si  1.8179  1.5155  -2.326
Si  -0.3623  2.6612  17.9372
Si  5.0106  0.3875  18.2566
Si  5.6645  0.9651  -6.5768
Si  0.8434  6.1887  15.2725
Si  0.4568  6.5564  -11.2148
Si  4.359  -1.8929  22.126
Si  -0.3943  -0.4522  22.304
Si  3.36  -1.7137  -9.9073
Si  2.3488  6.5042  21.7768
Si  8.9129  7.0158  -5.2528
Si  0.0644  0.7683  15.5311
Si  7.2027  6.6325  -2.596
Si  7.4069  7.3561  -7.8912
Si  6.6313  1.7776  16.111
Si  2.1375  -0.6382  17.2674
Si  0.8198  2.3476  -10.9454
Si  3.5368  8.0476  -4.66
Si  5.5143  -1.6274  -2.6798
Si  8.729  1.2861  24.2342
Si  -0.113  6.3316  19.9891
Si  6.8212  8.0343  20.6886
Si  1.8974  0.0823  24.4753
Si  2.7158  6.1859  -10.649
Si  4.0919  3.8406  22.1169
Si  3.7532  0.8852  20.9702
Si  8.5896  1.5306  -5.4622
Si  6.8153  -2.19  17.7336
Si  5.3875  2.2335  -8.5577
Si  2.632  3.8892  -8.9072
Si  2.5666  7.858  15.4218
Si  -1.0387  4.1956  -4.8329
O  3.3855  3.4942  13.4344
O  4.9198  -2.1699  23.6353
O  3.8494  6.8217  15.5798
O  0.1399  4.1347  17.5101
O  -1.082  1.0993  -6.449
O  2.8077  1.4851  -1.0699
O  8.1313  6.996  -3.8518
O  8.1906  6.6928  -1.3313
O  3.0487  3.457  -5.2464
O  0.7501  0.3184  -2.2511
O  9.2828  0.3604  23.0434
O  3.9415  2.9753  -8.6789
O  1.6071  4.7083  15.0318
O  3.6818  2.3913  21.5386
O  1.3453  4.2718  24.6782
O  0.4151  -0.5078  -5.1197
O  8.8226  5.4048  16.7353
O  7.6223  0.5224  15.8942
O  7.1061  1.3224  24.2463
O  1.4688  6.4971  23.1447
O  4.0765  3.6709  23.718
O  3.8792  5.0104  -1.8485
O  9.2272  2.8983  21.4338
O  4.4343  -0.8153  -10.7131
O  5.9951  -0.8716  18.1354
O  0.4223  3.7332  -5.3122
O  6.0547  7.7533  -2.4251
O  5.8895  7.8072  16.7653
O  5.9794  8.0607  -8.0934
O  3.9765  -0.3071  22.0628
O  2.7139  7.2955  -1.3715
O  3.5414  0.0304  17.6861
O  1.8829  -1.1019  -10.061
O  1.0592  -0.6233  18.4864
O  4.3261  -1.7042  -3.7847
O  4.1314  -0.1713  14.1592
O  -0.9082  -0.5444  15.4057
O  2.7948  1.4484  -3.6097
O  8.5085  8.1662  -8.7203
O  -0.9652  4.4317  -3.2243
O  8.1627  -1.8196  16.8958
O  7.0643  -0.5506  -10.9352
O  1.4297  6.5049  20.4409
O  3.3435  7.6757  -10.5038
O  9.2056  -0.7857  -2.0133
O  -0.322  6.6412  18.4014
O  -0.962  7.2782  20.9827
O  0.6568  1.9314  18.9574
O  6.6262  6.5724  21.3414
O  3.48  6.6569  -3.8292
O  7.824  7.4617  -6.344
O  0.7173  -0.399  -7.7491
O  1.5185  0.2293  16.039
O  0.6811  1.1658  -9.8778
O  5.7656  4.8786  -10.3579
O  8.706  3.1154  -5.1922
O  5.6835  1.5838  17.404
O  1.7539  3.8551  -7.5569
O  5.5945  1.3827  -9.9235
O  4.8995  3.1129  -3.297
O  2.8936  1.346  24.2703
O  6.4426  5.1985  -2.7271
O  7.8399  4.674  22.7144
O  7.7632  1.3394  -1.5765
O  9.0448  7.6305  23.5105
O  -0.5946  1.7449  16.6439
O  6.2792  5.4047  15.8534
O  5.5581  4.1593  21.5702
O  8.6877  0.7998  -4.0247
O  7.2202  1.1656  -6.1951
O  0.3561  -2.1328  -3.0211
O  2.3146  0.5698  20.3851
O  7.9721  -2.0258  21.4644
O  3.6586  -1.723  -8.3208
O  7.4862  3.1338  16.2713
O  1.3851  5.4431  -2.6415
O  -0.1895  0.0896  20.772
O  0.9786  -0.2085  23.1648
O  9.1229  2.8137  18.7521
O  1.7791  3.4252  -10.2144
O  2.3788  -2.1671  16.8095
O  7.1585  7.915  19.1087
O  4.8891  -1.0404  -1.3289
O  2.0021  -2.5048  -5.0304
O  3.183  5.1144  21.712
O  1.5318  1.5735  -6.2886
O  5.7198  1.8641  14.7817
O  5.4058  -0.6245  -6.7293
O  4.8721  0.8275  19.8039
O  -0.2288  7.2385  -9.8991
O  4.7681  1.4751  -5.3332
O  -0.6077  4.8011  20.1149
O  2.8199  -1.1964  24.7875
O  6.6047  3.3203  -8.4993
O  7.3019  5.8278  -8.3688
O  3.1959  7.8878  21.816
O  9.4499  5.5438  -5.6031
O  6.7517  -0.6577  -3.0891
O  5.4392  -2.071  20.9456
O  7.6412  4.5177  20.0738
O  9.2745  2.7997  24.0551
O  2.9689  5.4384  -9.2193
O  -0.7263  -1.0176  -9.8178
O  0.9717  2.8813  -2.3333
O  4.3339  7.9148  -6.0577
O  -0.4404  4.7888  22.8739
O  8.3426  4.3973  -10.2677
O  -0.6848  7.9983  -5.2821

Results
free energy: -153710.361 eV
free energy less fixed offsets of O -570.45, Si -639.56 eV per atom: -5.121 eV

Forces (eV/angstrom), in the order of the atoms: element, x, y, z
Si  -0.0013  0.0018  -0.0058
Si  -0.001  0.0007  -0.0024
Si  0.0011  0.0007  -0.0031
Si  0.0006  -0.0004  -0.0041
Si  -0.0017  0.0032  0.0041
Si  -0.001  0.002  -0.0017
Si  -0.0009  0.0004  -0.0016
Si  0.0011  -0.0003  -0.0014
Si  0.0004  0.0014  0.0001
Si  -0.0004  0.0011  0.0011
Si  -0.0016  0  0.0015
Si  0.0009  0.0011  0.0014
Si  -0.0005  0.0007  0.0016
Si  0.0016  0.0012  0.0033
Si  -0.0011  0.0005  0.0007
Si  -0.0001  0.0003  0.0009
Si  -0.0006  0.0004  -0.0009
Si  0.0002  0.0015  -0.001
Si  -0.0007  0.0006  -0.0003
Si  0.0005  0.0002  0.0003
Si  -0.0005  0.0013  0.0007
Si  -0.001  0  0.0001
Si  -0.0006  -0.0004  -0.0011
Si  0.0001  0.0005  -0.0004
Si  -0.0005  0.0011  -0.0012
Si  -0.0009  0.0008  -0.0001
Si  -0.0003  0.0008  -0.0003
Si  0.0002  -0.0001  -0.0008
Si  -0.0002  0.0008  -0.0009
Si  -0.0003  0.0008  -0.0009
Si  0  0.0011  -0.0008
Si  -0.0008  0.0022  -0.0009
Si  -0.0002  0.0006  0.0004
Si  0.0002  0.0005  -0.0004
Si  0  -0.0005  -0.0002
Si  0.0002  -0.0003  -0.0003
Si  0.0005  0.0003  0.0001
Si  0  -0.0004  -0.0001
Si  -0.0006  0.0007  -0.0001
Si  -0.0007  0  0.0002
Si  -0.0006  0.0019  -0.0007
Si  -0.0015  0.0006  -0.0001
Si  -0.0001  -0.0002  0
Si  0.0001  -0.0001  0.0001
Si  -0.0008  0.0012  0.0004
Si  -0.0001  0.0001  -0.0003
Si  -0.0005  0.0016  -0.0002
Si  -0.0009  0.0008  -0.0012
Si  0.0009  0.0003  0.0002
Si  -0.0012  0.0003  0.0001
Si  -0.0005  0  -0.0006
Si  -0.0004  0.0022  -0.0005
Si  -0.0004  0.0006  0.0003
Si  -0.0002  0.0006  0.0002
Si  -0.0002  0.0007  0.0005
Si  -0.0005  -0.0006  -0.0002
Si  0.0002  -0.0001  -0.0002
Si  0.0004  0.0006  -0.0011
Si  -0.0001  0.001  0.0007
Si  -0.0009  -0.0011  0.0004
Si  -0.0004  0.0008  0
Si  -0.0009  0.0011  0.0002
Si  0  -0.0002  -0.0001
Si  -0.0001  0.0019  -0.0001
Si  0.0001  0.0026  0.0004
Si  0.0001  0.001  -0.0007
Si  -0.0011  -0.0012  0.0024
Si  -0.0001  0.0014  0.0013
Si  -0.0008  0.0009  0.0012
Si  -0.0008  0.0003  0.0008
Si  -0.0008  0.0006  0.001
Si  -0.002  0.0005  0.0009
Si  -0.0022  0.0016  0.0011
Si  -0.0007  0.0003  -0.0024
Si  0.0006  -0.0007  -0.0001
Si  0.0004  -0.0015  -0.0002
Si  0.0001  0.0008  -0.0017
Si  -0.0022  -0.0027  0.0009
Si  0.0002  0.0009  0.0011
Si  -0.0006  -0.0007  0.0025
Si  0.005  0.004  0.0016
Si  -0.0018  0.0002  -0.0089
Si  0.0024  0.0006  0.0019
Si  -0.0002  -0.0009  -0.0016
Si  -0.0009  -0.0004  -0.0001
Si  -0.0017  0.0025  0
Si  -0.0018  0.002  0.0002
Si  -0.0002  -0.0001  0.0015
Si  -0.0011  -0.0002  0.0005
Si  -0.0007  0.0007  0.0024
Si  -0.002  0.0021  -0.0038
Si  -0.002  0.0011  0.0029
Si  -0.0007  0.0007  -0.0043
Si  0.0007  -0.0009  -0.002
Si  -0.0016  0  0.0096
Si  -0.0007  -0.0011  -0.0008
Si  0.0002  0.0006  -0.0045
Si  0.0015  0.0003  -0.0099
Si  0.0002  -0.0016  0.0068
Si  -0.0006  0.0026  0.0108
Si  0  -0.0006  0.0086
Si  0.001  0.0009  0.0044
Si  -0.0004  0.0002  0.0045
Si  -0.0012  -0.0039  -0.0026
Si  -0.0016  -0.0017  -0.0052
Si  -0.001  -0.001  0.0065
Si  -0.0007  0.0016  -0.0013
Si  0.0001  -0.0009  0.0064
Si  0.0005  -0.0016  -0.0049
Si  0.0006  -0.0021  0.0058
Si  0.0008  -0.0026  0.0042
Si  0.0004  0.0006  -0.0089
Si  -0.001  0.0047  0.0102
Si  -0.0001  0.0011  -0.0087
Si  0.0014  0.0009  -0.0088
Si  0.0017  -0.0005  0.0084
Si  0.0006  0.0001  -0.0013
Si  -0.0023  0.0024  0.0002
Si  -0.0004  -0.0004  -0.0055
Si  -0.0005  -0.0002  -0.0049
Si  -0.0002  0.0024  0.0021
Si  -0.0004  -0.0006  -0.0059
Si  0.0032  -0.0007  0.0079
Si  -0.0029  -0.0004  -0.0023
Si  -0.0012  -0.0015  0.0074
Si  0.0016  0.0027  0.0085
Si  -0.0007  0.0028  -0.0065
Si  0.001  -0.0041  -0.0093
Si  -0.0007  -0.0037  -0.0021
Si  0.0004  -0.0003  0.0094
Si  0.0009  0.0004  0.0069
Si  0.004  -0.0001  -0.002
Si  0.0007  -0.0031  -0.0115
Si  -0.0007  -0.0009  -0.0078
Si  -0.0005  -0.0008  -0.0016
Si  0.0009  -0.002  -0.0004
Si  -0.0001  -0.0006  -0.0065
Si  0.0003  -0.0005  -0.0066
Si  0.0012  0.0007  0.0074
Si  -0.0014  -0.0006  -0.0099
Si  0.0004  -0.0007  0.0014
Si  -0.0016  -0.0027  0.0059
Si  -0.0001  -0.0031  -0.0015
Si  -0.0003  0.001  0.0065
O  -0.0039  0.0004  0.0003
O  -0.0006  0.0001  0.0028
O  0.0017  0.0012  -0.0002
O  -0.0015  -0.0013  0.0027
O  0.0015  -0.0005  -0.003
O  -0.0062  -0.0001  -0.006
O  0.0026  -0.0008  -0.0067
O  -0.0023  -0.0002  -0.0041
O  -0.0027  -0.0019  -0.0052
O  0.0006  0.0039  -0.0022
O  -0.0013  0.0002  0.002
O  -0.0005  0.0006  -0.0003
O  -0.0007  -0.0007  -0.0009
O  0.0003  0.0014  0.0022
O  0.001  -0.001  0.0006
O  -0.0009  0.0015  -0.0041
O  0.0019  0.0005  0.003
O  -0.0004  0.0019  0
O  0.0037  0  0.0004
O  -0.0017  -0.001  0.0012
O  0.0015  -0.0014  0.0036
O  -0.0043  0.0043  -0.0034
O  -0.0004  -0.0004  0.0035
O  -0.0015  -0.002  0.0005
O  -0.0008  0.0002  0.0019
O  0.0047  -0.0019  -0.0058
O  0.0007  0.0007  -0.0035
O  0.0015  0.0015  0.0021
O  -0.0009  0.0003  -0.0007
O  -0.0003  -0.0012  0.0032
O  0.0005  -0.0022  -0.0026
O  0.0001  0.0015  0.0011
O  0.0009  -0.0023  -0.0007
O  -0.0013  0.0007  0.005
O  -0.0028  -0.0008  -0.0037
O  -0.0029  -0.0001  0.0025
O  -0.0007  0.003  -0.0002
O  0.0003  0.0048  -0.0028
O  0  0.0006  -0.0013
O  0.0006  -0.0017  -0.0062
O  -0.0031  -0.0008  0.0039
O  -0.0014  -0.0008  -0.0007
O  0.0013  -0.0007  0.004
O  -0.0008  -0.0028  -0.001
O  -0.0006  0.0006  -0.0037
O  -0.0006  0.0015  0.0083
O  -0.0001  0.0009  0.0031
O  0.0006  -0.0019  0.0027
O  -0.0009  -0.0012  0.0002
O  -0.0002  0.0028  -0.0036
O  -0.0007  -0.0017  -0.0061
O  -0.0017  -0.0004  -0.0054
O  0.0005  -0.0002  0.0036
O  0.0004  -0.0026  -0.0019
O  0.0021  -0.0003  -0.0002
O  0.0005  -0.0012  -0.0022
O  -0.0022  -0.0027  0.0045
O  0.0018  0.0001  -0.0046
O  -0.0005  -0.0002  -0.0009
O  -0.0011  -0.0029  -0.0063
O  0.0003  -0.0006  0.0007
O  -0.0006  0.0014  -0.0028
O  0.0008  0.0001  0.0024
O  0.0004  -0.0018  -0.0042
O  -0.0009  -0.0021  0.0022
O  0.0015  0.0017  0.0021
O  -0.0006  0.0017  0.0011
O  -0.0009  0.0001  0.0025
O  -0.0001  0.0029  -0.0065
O  -0.0049  -0.0002  -0.0047
O  0.001  0.0012  -0.005
O  0.001  0.0005  0.0023
O  0.0026  0.0009  0.0033
O  0.0005  0.0001  -0.004
O  -0.0002  -0.0011  0.0004
O  0.0021  0.0047  -0.0008
O  -0.002  -0.0018  0.0056
O  0.0009  0.0002  0.0017
O  -0.0026  0.0012  0.0061
O  0.0009  0.0002  0.0004
O  -0.0008  0.0039  0.0033
O  -0.0005  0.0001  0.0066
O  0.0024  -0.0021  -0.0006
O  0.0006  0.0008  -0.0019
O  0.0002  -0.0016  0.0014
O  0.0009  0.0011  -0.0035
O  -0.0011  0.0014  0.0034
O  0.0024  0  -0.0031
O  -0.0025  0.0004  0.0059
O  0.0008  -0.0023  -0.0006
O  0.0024  -0.0014  -0.0057
O  -0.0005  -0.0003  -0.0009
O  0.0005  0.0003  0.0007
O  0.0009  0.0019  -0.0029
O  0.0007  -0.0063  -0.0033
O  0.0005  0.0001  0.0014
O  0.0002  0.003  -0.0007
O  0.001  0.0012  -0.0039
O  -0.0016  0.0003  0.0024
O  -0.0003  0.0002  0.0035
O  0.0001  -0.0017  0.0007
O  -0.0003  -0.0006  -0.001
O  0.0003  -0.002  0.0017
O  0.0065  -0.0053  -0.0032
O  0.0017  0.0025  -0.006
O  0.0003  -0.001  0.0029
O  -0.0007  0.0001  -0.0018
O  -0.0015  0.0008  -0.0017

The program warned: the cutoff lies below the one the program advises for these potential files; the forces do not sum to zero within the program's tolerance; empty levels may hold ghost states of the PAW files; the exchange-correlation potential is rough where the density is thin.
